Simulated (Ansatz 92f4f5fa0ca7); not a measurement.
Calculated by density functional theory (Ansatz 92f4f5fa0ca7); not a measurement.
Periodic cell of 157 atoms, Si96O55N6, from a study of silicon, its oxide and their interface. The atomic structure is a simulated model.

Settings
functional: r2SCAN
potential files: Ansatz norm-conserving
basis: plane waves
wave-function cutoff: 1300 eV
density cutoff ratio: 4
exchange-correlation grid ratio: 1
k mesh: 2 x 2 x 1, shifted by 0.5 0.5 0.5 of a step
self-consistency stop: 5e-08 eV per atom in the density residual
occupations: Fermi-Dirac, 0.05 eV
spin: none
net charge: 0

Cell vectors (angstrom)
a	10.88	0	0
b	0	10.88	0
c	0	0	22.4931

Atoms and the computed forces on them: element, x, y, z (angstrom), force x, y, z (eV/angstrom)
Si	0.1408	-0.4621	-0.3411	1.0417	-1.0668	1.5195
Si	1.8119	2.9217	-0.8547	0.1221	1.2027	-0.762
Si	0.445	4.9035	-0.0835	-1.3424	-0.6757	-0.0558
Si	2.2941	8.0721	-0.1258	1.5986	-1.9525	2.0136
Si	5.4264	0.5714	-0.5285	0.2489	-2.168	1.5399
Si	7.4696	2.924	-0.628	1.2268	2.7789	0.7529
Si	4.5584	3.5665	-0.9517	0.7841	0.432	1.3519
Si	8.4244	8.0609	-0.3902	-1.9324	0.6053	1.3337
Si	1.0434	1.0955	1.2063	1.9269	-1.2083	0.3097
Si	4.5755	4.7348	1.312	2.5606	-2.2107	-1.5114
Si	1.3239	6.5395	1.4611	-0.1311	0.7189	-1.4383
Si	4.0468	9.1298	1.3338	-2.3612	0.6028	-0.706
Si	7.0825	1.406	1.052	-1.0824	-0.6143	-0.4608
Si	9.4173	4.1525	1.4173	0.0048	1.5285	-2.4824
Si	6.6276	6.2259	1.4388	-0.9435	1.071	-0.5889
Si	9.4876	9.3411	1.3202	0.2256	0.0882	-0.1171
Si	-0.1144	2.642	2.4029	-0.2704	-0.5654	1.4967
Si	2.8178	-0.1583	2.6861	-2.2061	-0.5309	0.0989
Si	-0.0196	7.9594	2.7333	-0.7975	-0.3432	-0.3132
Si	2.8388	5.3135	2.6124	-0.2841	0.7979	1.378
Si	5.693	2.6693	2.4156	-1.6349	1.3445	1.1822
Si	8.1361	-0.0311	2.6563	0.7399	-0.3472	-0.5969
Si	5.3497	7.909	2.6863	1.6063	-0.1015	0.4776
Si	8.1429	5.3726	2.9025	0.9218	0.0631	0.8122
Si	1.3388	3.9733	3.8268	-0.3319	0.1761	0.2059
Si	4.0251	1.4795	3.957	1.5481	-1.0441	-0.9811
Si	1.2407	9.3588	4.0133	1.5784	1.4125	0.5445
Si	3.9081	6.8162	4.1668	0.9568	-1.0256	-0.118
Si	6.7743	3.9586	4.1279	0.3621	-0.293	0.7302
Si	9.6179	1.3331	3.9587	-1.2406	0.1386	0.5368
Si	6.7482	9.4605	4.008	-1.0818	-0.0564	-0.4515
Si	9.596	6.7081	4.2419	-1.4443	0.491	-1.0873
Si	-0.1329	-0.109	5.3704	1.452	0.1559	-0.4535
Si	2.7164	2.8066	5.2849	-0.9325	-1.0914	-0.1541
Si	0.061	5.3615	5.4507	0.5473	-0.5607	-0.924
Si	2.734	8.2352	5.5194	-0.6309	0.5193	-0.3297
Si	5.3568	-0.035	5.4313	0.9218	0.8657	-0.3114
Si	8.2511	2.5885	5.5568	0.2026	1.5895	-1.6209
Si	5.4111	5.5008	5.5573	0.1176	-0.5031	-1.1754
Si	8.0448	8.0665	5.3631	0.0441	-0.0263	0.7644
Si	1.4717	1.225	6.6125	-0.0285	-0.1193	0.2252
Si	4.0047	4.0579	6.6441	0.1441	0.9158	1.9807
Si	1.1997	6.9525	6.633	1.5512	-0.769	1.7635
Si	4.1986	9.4894	6.9376	-1.7585	1.1723	-0.4481
Si	6.9046	1.3464	6.8516	-0.5275	-1.8748	0.9582
Si	9.5863	4.1315	6.8065	-1.1646	-0.6798	0.7136
Si	6.7784	6.783	7.0013	-0.5254	1.3425	-1.4727
Si	9.3883	9.4669	6.6526	-0.3237	0.0434	1.4948
Si	0.137	2.627	7.8969	0.2165	0.2148	0.7949
Si	2.6541	-0.0491	8.3549	0.9164	0.3979	-0.401
Si	-0.1889	8.1248	8.1027	0.4072	1.233	-0.178
Si	2.7114	5.7315	8.1579	-0.2752	-0.8762	-1.3248
Si	5.3002	2.5748	8.0506	0.1189	1.6248	-0.7583
Si	8.4263	-0.1018	8.4176	-1.7491	0.2412	-1.1903
Si	5.5284	8.3336	8.3078	0.4269	-1.1505	0.6556
Si	8.1462	5.6071	8.2841	0.5694	-2.3733	0.5438
Si	1.2823	4.1985	9.2157	0.0673	0.8323	0.8179
Si	4.1143	1.5438	9.6994	-1.0464	-1.5889	-1.174
Si	1.1799	9.4807	9.6619	-0.0549	0.0297	0.0739
Si	4.0336	7.0962	9.5985	0.4072	-1.2325	0.8104
Si	6.3759	4.2501	9.3402	0.8832	-0.462	0.5908
Si	9.7711	1.4467	9.5444	-0.3864	1.0889	-1.0428
Si	6.7417	9.6524	9.7924	0.8251	-0.6923	-0.4338
Si	9.5871	6.8382	9.6386	0.2215	-0.3405	-0.0698
Si	0.5336	-0.0942	11.6575	-0.6032	0.6362	-1.5685
Si	2.7624	3.1603	10.5746	1.0952	2.4015	1.5468
Si	0.2307	5.7178	10.9557	0.7139	-1.1583	-0.5036
Si	2.378	7.9271	10.974	0.0177	0.9713	0.757
Si	5.6879	0.4167	10.9503	-1.3542	0.8522	0.0791
Si	7.5586	2.7498	10.7921	0.8537	1.8311	0.1011
Si	5.108	5.3628	10.9726	-2.4772	-0.8248	-3.8145
Si	7.9381	8.6799	11.5814	-0.1215	1.6286	0.7068
Si	-0.646	1.9063	14.3739	-1.8399	0.4304	2.8808
Si	1.8351	1.6143	12.8455	0.9951	0.4241	0.8017
Si	-2.7108	9.1727	16.1185	0.2325	0.3454	-0.0935
Si	3.2346	9.3013	13.8527	0.921	-0.0456	0.1406
Si	8.9617	4.3666	13.1504	0.214	0.759	-1.9859
Si	8.0249	7.1753	18.3857	-5.0749	4.7699	-3.8174
Si	6.6705	6.5119	13.3992	1.6962	0.2784	-0.1534
Si	9.2966	9.9828	13.2355	-1.2443	-0.9056	1.7116
Si	-4.6738	4.973	17.6476	0.7322	-1.1578	-2.3489
Si	4.0869	1.2396	13.6216	-0.6327	0.882	-1.3328
Si	2.3962	8.4505	16.4572	0.1358	-1.5843	-2.3037
Si	-0.2155	8.0576	18.0192	-1.6718	-1.1224	-0.6711
Si	4.9992	1.1799	18.2215	2.6563	1.8244	-0.2441
Si	5.964	2.5434	15.6912	0.3339	3.0825	-0.0047
Si	5.2448	7.7712	15.6424	1.0816	0.9501	-0.1949
Si	7.1998	9.2383	20.5661	0.1107	0.0378	-1.4066
Si	3.7037	6.706	18.2769	2.7162	-0.1567	0.3934
Si	2.9693	1.3886	20.1506	1.5163	-0.5584	-1.6881
Si	2.1793	5.6256	20.4244	0.2795	-0.2518	0.7509
Si	8.6201	1.3165	16.5345	0.3312	3.3696	0.3132
Si	3.7603	9.7334	18.6626	-2.4546	-2.8703	1.8491
Si	10.0997	-1.3083	20.3074	-3.3337	-0.5866	-1.7251
Si	7.6181	13.4371	19.0663	-1.1922	1.5114	-0.8672
Si	10.1741	6.6215	19.8892	2.0841	0.75	0.5563
O	1.3466	-1.6923	21.7408	-0.86	1.4715	0.1452
O	4.7202	-0.6221	22.9295	0.9894	2.2155	-1.7576
N	3.012	4.0952	-1.5846	-0.4434	0.4868	-0.1371
O	2.1754	2.0777	22.9871	0.5301	0.6775	-0.219
O	-2.5582	4.1176	22.6462	-0.0802	-1.109	0.4031
O	2.8488	6.8357	21.3793	-0.7459	-0.1794	-0.9169
O	4.8726	5.4481	18.3785	-1.9758	1.8306	1.2147
O	2.8316	-0.2724	19.6696	0.4945	2.2557	2.0077
N	4.4732	1.8368	-1.2117	-2.0359	-1.6367	-0.4727
O	6.2	3.7393	-1.2741	-2.2399	0.349	0.6309
O	8.4809	-0.8104	-2.5075	2.8387	0.7349	0.2405
O	8.2775	13.6713	20.4938	1.4805	-1.4465	-0.0432
O	7.3996	6.8625	22.5658	-0.2251	-0.9364	0.9378
O	8.7369	6.1952	19.2817	1.9737	-3.955	2.623
O	6.6353	-2.1635	16.1524	-3.3208	-1.7414	-0.958
O	-1.5646	0.7012	13.6697	0.2868	1.4674	0.4494
O	0.9067	1.9009	14.1898	2.1574	-0.9685	-1.9327
O	1.8772	2.971	11.9562	-0.5686	-0.5123	-0.5827
O	-0.7691	5.0579	12.0547	-0.8976	-0.771	1.3965
O	-0.7204	1.6767	16.0497	-1.9928	-1.0534	-1.4835
O	-1.9041	13.7218	9.9549	-0.2857	-0.8317	-0.0303
O	2.9277	8.8867	12.272	0.0144	0.2849	0.981
O	4.909	0.5572	12.3886	1.6751	-0.3987	-0.7341
O	7.1403	1.1706	10.863	-0.0077	1.0761	1.0082
O	7.9223	3.294	12.3019	1.2359	1.3565	1.178
O	9.8999	3.532	14.2383	-2.0603	-0.0792	-1.8335
O	3.8763	4.3061	11.2423	-0.1304	-0.4702	-0.2997
O	5.9593	5.7067	12.213	0.2112	0.1671	1.8732
O	8.8992	7.6155	10.8924	0.3042	-0.1224	-0.0548
O	7.0239	7.9705	12.6922	-0.9946	-1.271	1.2006
O	-0.8062	0.8549	11.0089	2.3293	-1.4902	1.7188
O	-2.8964	-0.1046	16.4943	0.61	-2.2038	-0.5179
N	-1.882	8.2419	17.3339	1.0956	-1.3785	0.908
O	1.4871	-4.2038	11.5937	-0.9997	-0.3537	-0.6215
O	2.0755	8.8486	14.8709	-0.3	-0.6082	1.5247
O	-9.892	7.8188	16.9813	0.8927	0.207	-0.3427
O	3.6599	10.8143	14.4015	-1.0857	-1.6998	0.4186
O	4.5401	8.545	14.3882	0.7553	-0.4812	0.2778
O	5.8918	6.552	14.7985	0.3754	-0.3162	-0.4475
O	5.0754	10.4465	18.2723	1.3474	0.9209	0.3288
O	8.5599	1.8192	18.0696	1.6484	-0.6203	-0.8878
O	7.257	14.9169	18.4445	-0.7059	-0.4757	0.1364
O	10.8691	9.411	18.84	0.3066	1.8392	2.3001
O	8.0668	5.6972	13.6501	1.0944	-1.8365	-0.1302
O	4.9888	13.2525	14.3582	0.8309	-0.3555	0.2221
O	8.8998	9.0904	14.6286	0.1372	0.9313	-0.1224
N	3.8541	7.2405	16.6438	-1.0975	1.8683	-0.5068
O	-3.2592	2.3756	15.6437	-0.9743	-1.0123	0.0247
O	6.0834	-0.4803	20.8761	-0.2394	-0.1477	-0.3759
O	-0.0085	-1.0814	12.8724	0.396	-0.0948	-1.0048
N	0.438	5.4958	20.6377	-0.0687	0.3879	0.8871
O	2.9102	9.6531	17.3302	-1.2567	0.9723	-1.3822
O	2.3704	5.9437	18.8352	0.8102	0.5956	0.0947
O	3.7911	-2.7051	19.2135	0.576	-1.2148	-1.2265
O	7.0447	6.3552	17.3579	-0.2302	-0.773	0.194
O	3.6085	1.9591	18.6066	0.0011	-1.2617	1.8985
N	9.6887	-2.9839	20.9897	1.8503	-0.0322	-1.2048
O	5.6818	4.1393	16.2362	1.1544	-1.0109	1.1447
O	6.2921	12.5598	19.1643	-2.2356	-0.5228	-0.7775
O	5.3749	12.3433	16.6794	-0.5589	-0.3888	0.9039
O	6.954	8.1378	19.2982	0.4853	-0.0091	0.5343

Results
free energy: -38563.632 eV
free energy less fixed offsets of N -289.75, O -463.61, Si -117.95 eV per atom: -3.382 eV
pressure: -1.76 GPa
stress xx, yy, zz, yz, xz, xy (GPa, positive in tension): 1.03, 1.77, 2.47, 2.03, 0.96, 0.16

The program warned: the forces do not sum to zero within the program's tolerance.
